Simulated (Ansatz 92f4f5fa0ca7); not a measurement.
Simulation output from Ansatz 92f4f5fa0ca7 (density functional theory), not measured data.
Periodic cell of 228 atoms, Si140O88, from a study of silicon, its oxide and their interface. The atomic structure is a simulated model.
This geometry differs little from another in the collection (a relaxation step or a small displacement).

Settings
functional: r2SCAN
potential files: Ansatz PAW
basis: plane waves
wave-function cutoff: 800 eV
density cutoff ratio: 5
exchange-correlation grid ratio: 1
k mesh: 1 x 1 x 1, shifted by 0.5 0.5 0 of a step
self-consistency stop: 1e-10 eV per atom in the density residual
occupations: fixed
spin: none
net charge: 0

Cell vectors (angstrom)
a 10.888 0 0
b 0 10.888 0
c 0 0 33.3284

Atoms and the computed forces on them: element, x, y, z (angstrom), force x, y, z (eV/angstrom)
Si 1.7654 1.5712 -0.5393 0.0224 0.0175 -0.0941
Si 3.4977 4.3171 -0.7797 0.0035 -0.0094 -0.1145
Si 1.8165 7.2776 1.6286 0.0034 -0.0051 0.0173
Si 3.4617 9.0302 1.4884 0.0027 0.0113 0.0035
Si 8.0819 0.0788 -1.195 -0.0243 -0.0133 -0.0638
Si 9.0414 3.6668 1.4999 -0.0015 -0.011 0.0268
Si 6.4564 6.431 1.4972 -0.01 -0.0111 -0.0013
Si 10.0526 10.0149 1.6602 0.0053 -0.0025 -0.0089
Si 0.8656 0.91 1.5459 -0.0016 -0.014 0.0168
Si 2.907 5.5077 2.722 0.004 0.0084 0.0053
Si 1.261 6.4904 -0.5337 -0.0327 -0.0306 -0.0505
Si 3.0332 9.6821 -0.771 0.0233 -0.012 -0.0677
Si 7.4868 1.7963 1.4548 -0.0063 -0.0341 -0.0711
Si 9.4961 4.6655 -0.5905 0.0339 0.0244 -0.0869
Si 5.3688 8.1556 2.6732 -0.0089 -0.0023 0.0104
Si 8.0928 5.3799 2.8143 -0.0107 -0.0016 0.0124
Si -0.0702 2.7011 2.7437 -0.0064 -0.0003 0.005
Si 2.5978 -0.0815 2.7959 0.0076 -0.0051 0.0117
Si 0.0932 8.2531 2.8859 0.0085 0.0004 0.0029
Si 4.6676 4.6792 1.2859 0.0091 0.0079 0.024
Si 5.5548 2.7964 2.5013 0.0031 0.0067 0.0013
Si 8.3023 0.1095 2.8724 0.0012 0.0025 0.0096
Si 9.4143 9.1127 -0.3875 -0.0097 -0.0149 0.0038
Si 7.7224 7.2086 -0.3817 -0.0054 0.0176 -0.0612
Si 1.4187 4.0999 3.9581 0.0085 0.0022 -0.0084
Si 4.1067 1.3966 3.8787 -0.0051 0.0013 -0.0045
Si 1.3751 9.5407 4.336 -0.0022 0.0074 -0.0038
Si 4.137 6.8337 4.2059 0.006 -0.0025 -0.005
Si 6.7694 4.0304 4.1657 0.001 0.0036 -0.0063
Si 9.5722 1.4251 4.3005 -0.0009 0.0016 -0.0044
Si 6.7966 9.5521 3.9899 -0.0021 0.0011 -0.009
Si 9.5204 6.8138 4.0478 0.0029 -0.0008 -0.0053
Si -0.0043 0.0179 5.6184 0.0024 -0.0027 0.0003
Si 2.7473 2.7058 5.3427 0.0003 -0.0014 0.0017
Si 0.0385 5.4453 5.3669 -0.0026 0.0009 -0.0043
Si 2.7618 8.1526 5.5678 0.0029 0.0003 0.0001
Si 5.4237 0.042 5.3331 -0.0005 -0.0038 0.0007
Si 8.1393 2.749 5.5573 0.0008 0.0024 0.0018
Si 5.4586 5.4191 5.526 -0.0041 0.0036 0.0001
Si 8.1396 8.1793 5.3986 -0.0004 0.0019 -0.0033
Si 1.4152 1.3979 6.8316 0.0014 0.0016 -0.005
Si 4.0525 4.0422 6.8043 0.0017 -0.0001 -0.0024
Si 1.3458 6.775 6.8164 0.0001 0.002 -0.0048
Si 4.1239 9.5782 6.8027 0.0009 0.0022 -0.0051
Si 6.7434 1.3452 6.7948 0.002 -0.0003 -0.004
Si 9.5621 4.1314 6.798 0.0016 0 -0.0055
Si 6.8366 6.8169 6.8194 0.0025 -0.0002 -0.0035
Si 9.466 9.5056 6.8533 0.0012 0.0007 -0.0035
Si 0.0043 2.7414 8.1531 0 -0.0006 -0.0026
Si 2.725 -0.0118 8.1837 -0.0006 -0.0001 -0.0023
Si -0.0235 8.1285 8.1761 0.001 -0.0011 -0.0035
Si 2.6909 5.4007 8.1581 0.0025 0.0017 -0.0026
Si 5.4123 2.6901 8.1878 0.0013 0.0003 -0.0008
Si 8.0782 0.0003 8.163 -0.0002 0.002 -0.0025
Si 5.4543 8.1889 8.1515 -0.0024 -0.0013 -0.0038
Si 8.232 5.4936 8.1772 -0.0003 -0.0031 -0.0027
Si 1.3211 4.0902 9.5416 -0.0025 -0.0003 -0.0031
Si 4.0467 1.3222 9.5642 0.0026 -0.0011 -0.0045
Si 1.3277 9.4954 9.5252 0.0004 -0.0013 -0.0031
Si 4.0521 6.8125 9.4597 0.0019 0.0025 -0.0057
Si 6.8455 4.0968 9.4549 0.0025 0.0032 -0.003
Si 9.4809 1.365 9.4606 0.0004 0.001 -0.0041
Si 6.7714 9.5293 9.5536 -0.0003 0.0019 -0.0043
Si 9.5663 6.8077 9.6183 0.0018 0.002 -0.0031
Si -0.1229 -0.051 10.8237 -0.0005 0.0014 -0.0033
Si 2.6352 2.6856 10.8547 -0.0004 0.0033 0.0015
Si 0.0378 5.4229 11.0006 0.0059 -0.0006 0.0009
Si 2.6581 8.0814 10.8893 0.0007 0.0002 0.0028
Si 5.3619 -0.0748 10.9314 0.0046 -0.0003 -0.0036
Si 8.212 2.7769 10.8525 0.0018 -0.0043 -0.0042
Si 5.4847 5.4894 10.7558 0.0008 -0.0034 0.0021
Si 8.1939 8.2327 10.8956 0.0003 0.0008 -0.0002
Si 1.1647 1.3251 12.1458 -0.0019 -0.0004 0.0016
Si 4.0919 4.1077 12.0072 -0.0025 -0.0033 -0.0051
Si 1.4099 6.7374 12.4195 0.0045 0.0022 -0.0044
Si 3.9762 9.3828 12.2914 -0.0039 -0.0069 -0.0038
Si 6.8109 1.3709 12.0727 0.0041 0.0101 -0.0011
Si 9.577 4.0614 12.3644 0.0001 0.0027 0.0015
Si 6.8395 6.8473 12.1483 0.0085 0.0079 -0.0022
Si 9.504 9.5308 12.3745 0.0083 -0.0005 0.0052
Si -0.0111 2.6167 13.7782 0.0073 0.0007 0.0003
Si 2.4388 -0.103 13.4392 -0.0074 -0.0002 0.0096
Si -0.0315 8.0788 13.7903 0.0033 0.0026 0.0009
Si 2.9205 5.2952 13.644 -0.0074 -0.0036 0.0081
Si 5.4198 2.7371 13.3112 0.0051 -0.0041 -0.0003
Si 8.0558 0.1445 13.5747 -0.0084 -0.0056 -0.0004
Si 5.441 8.0321 13.6159 0.0028 -0.0073 -0.0001
Si 8.1626 5.533 13.5614 0.0045 0.0012 0.007
Si 2.1112 3.3299 14.7125 -0.0035 0.0058 -0.0449
Si 3.7062 1.5643 14.379 0.0037 0.0009 0.0217
Si 3.4002 9.4974 17.1218 -0.0247 -0.0148 -0.0174
Si 6.503 9.7529 14.7903 0.0016 0.0018 0.0081
Si 6.4708 4.3724 14.6389 -0.0013 -0.0088 0.0126
Si 9.2014 1.5351 15.1538 0.0062 0.0072 0.0003
Si 8.1816 8.8204 16.1514 -0.0002 -0.0005 -0.0319
Si 9.3205 6.8816 15.199 0.0021 -0.0112 0.0028
Si 1.0487 -1.1989 15.1177 -0.0284 0.0124 -0.0312
Si 5.1746 5.4012 19.8961 -0.0069 0.0052 0.0132
Si 2.0328 4.5455 17.5337 0.0074 0.0145 -0.0219
Si 4.358 6.565 17.2105 -0.0105 -0.044 -0.0451
Si 10.1277 -0.6901 18.7758 0.0066 -0.0143 -0.0219
Si 9.9886 -0.3922 16.3807 0.015 -0.0008 0.022
Si 7.7905 3.2906 16.2589 -0.0013 -0.0029 -0.0282
Si 9.883 5.5318 17.1644 -0.0139 0.0167 -0.0312
Si -10.664 20.6708 26.2033 0.0005 0.0006 0.0433
Si 10.6568 17.8707 24.9846 0.005 0.004 0.0755
Si 5.372 30.6541 28.1568 0.0085 -0.0022 0.0023
Si 5.6717 13.6164 20.7932 0.0138 -0.0074 0.0285
Si 18.3326 26.761 25.1776 0.0193 -0.008 0.0819
Si 20.5239 13.7359 25.2227 -0.0181 -0.0038 0.0729
Si 12.8248 5.4344 23.4319 0.0072 -0.0063 0.0945
Si 22.5527 19.5439 31.9289 -0.0098 0.0233 -0.0777
Si -7.8613 39.544 28.2376 0.0102 -0.0061 0.002
Si 14.6575 16.4883 25.746 -0.0068 -0.0148 0.0719
Si 23.0319 2.4437 23.2818 -0.0036 0.0023 0.1054
Si -0.7882 13.0277 30.9574 0.0018 -0.0041 -0.0963
Si 6.3133 7.5086 25.6891 0.0039 0.0036 0.0587
Si -1.26 6.1808 27.9304 -0.0024 -0.011 0.0189
Si 13.8293 9.6595 20.2215 -0.009 -0.0068 0.0284
Si 17.7386 4.9351 22.2887 0.0281 0.0155 0.0759
Si 14.2001 2.4493 19.4488 0.0126 -0.0099 -0.0005
Si 5.6885 10.5814 20.9867 -0.0023 0.0012 0.0307
Si 30.7293 7.0049 22.282 -0.0079 0.0018 0.0668
Si 15.6467 11.0326 15.897 0.0127 0.0175 -0.0131
Si 24.425 11.7587 25.4824 0.0048 -0.0105 0.0674
Si 9.8481 14.178 28.2502 -0.0083 0.0054 -0.0108
Si -5.023 -1.862 31.1791 -0.0035 0.0229 -0.0996
Si 5.7316 -9.5312 17.5418 0.0228 0.0078 -0.0016
Si -3.8023 20.0691 23.2949 0.0076 -0.0269 0.0958
Si -6.0823 -4.7845 14.9257 -0.0159 -0.001 0.0266
Si -3.6565 9.7264 18.7468 -0.01 -0.0222 0.0055
Si 7.2215 -6.3981 28.066 0.0052 0.0008 0.001
Si 16.2819 -21.3234 26.5589 -0.0107 0.002 0.0393
Si 21.502 -3.6187 19.5686 -0.002 -0.0082 0.0002
Si 1.0347 0.7563 20.6426 -0.004 0.0064 0.0276
Si 4.4491 4.4526 29.5879 0.0066 0.007 -0.0592
Si 14.789 24.6217 27.196 0.0042 0.0083 0.0245
Si 13.3611 6.6534 20.6877 -0.0165 -0.0074 0.0325
Si 0.4288 8.3535 28.9514 -0.0197 -0.0035 -0.0519
Si 8.3382 -10.7709 25.2943 0.0067 0.021 0.07
O 19.2944 5.8304 -0.9923 -0.0107 0.0033 0.0423
O 8.048 -5.0004 -5.1775 -0.0059 0.004 -0.0084
O 5.9377 -2.2601 -3.7016 -0.0024 0.0087 0.041
O 3.6221 16.4683 -12.9848 0.0112 0.0002 -0.01
O 9.8948 7.3145 -12.3149 0.0082 -0.003 -0.0135
O -8.2407 12.8358 -6.6226 -0.0025 -0.0041 -0.0213
O 4.3659 4.1332 -2.1584 -0.0298 0.008 0.0903
O -1.2642 10.4551 -7.1934 -0.0068 0.0006 -0.016
O 10.0423 6.4946 -6.9282 0.0136 0.0107 -0.0368
O 5.2692 1.9861 -6.2784 0.0011 -0.0088 -0.0104
O 0.8281 5.8543 -8.8039 0.0049 -0.0088 -0.0388
O -3.4049 -9.8049 -0.0418 -0.0037 0.0465 0.0893
O -10.3286 1.665 -1.6226 0.0317 -0.0068 0.0569
O 12.5339 18.1918 -4.4174 0.0164 -0.0152 0.021
O 10.4696 2.3388 -3.94 -0.012 0.0002 0.0487
O 6.7592 0.2386 18.1134 0.0085 0.0061 0.0168
O 5.3438 -4.7655 18.45 0.0115 0.0016 0.0199
O 10.8994 19.6567 19.0021 0.0041 0.0185 -0.003
O 8.3682 16.3769 22.1375 -0.0012 0.0098 -0.0358
O 2.5804 14.6369 18.8259 0.0047 0.0029 -0.0004
O -0.2512 0.543 19.7013 -0.0085 -0.0046 -0.0133
O 23.3716 -0.7282 20.9764 0.0091 -0.0036 -0.0131
O -18.0949 25.0828 28.7302 0.0067 0 0.0019
O 14.9815 -0.3383 20.9089 -0.0236 0.0078 -0.0127
O -1.2003 -4.4343 18.5043 0.0113 0.001 0.0143
O 28.5737 26.0918 26.5039 0.0023 0 -0.0258
O 14.227 5.5795 24.2062 -0.0263 -0.0072 -0.0474
O 17.0963 12.0926 20.6372 -0.0113 0.0081 -0.0239
O -1.3286 14.4445 31.548 -0.0085 0.0288 0.0437
O 24.6877 9.9165 18.6157 0.0003 0.0123 0.0188
O 15.1963 8.1747 17.3186 0.0016 -0.0002 0.006
O 14.6714 16.7697 29.2516 -0.0033 -0.0065 0.0046
O 6.5945 -7.5219 21.952 -0.0137 -0.0148 -0.0448
O -2.2252 -0.9325 19.422 0.0029 0.0103 -0.0028
O 4.306 20.1262 31.606 -0.0318 0.005 0.0487
O 5.0571 17.4237 25.8499 -0.0063 -0.007 -0.0162
O -15.2937 4.9452 23.8726 -0.0166 -0.0026 -0.0625
O 12.6466 3.9261 22.8811 -0.0043 -0.0003 -0.0317
O 5.9836 15.3855 29.0787 -0.0042 0 0.0076
O 19.8399 11.895 31.1131 -0.0157 -0.0122 0.0331
O 2.8684 16.8172 17.4311 -0.0033 -0.0164 0.0032
O 0.4906 9.421 27.7549 -0.0039 -0.0016 -0.0075
O 17.3273 19.2043 27.0757 -0.0057 -0.0042 -0.0146
O 5.735 3.887 19.6218 0.0026 -0.0034 -0.0063
O 12.997 12.327 19.6735 0.0053 0.0047 -0.0064
O 12.0594 17.4252 19.7211 0.0071 -0.0021 -0.0061
O 18.5 17.4673 25.4509 0.0063 -0.0103 -0.0317
O 8.8722 26.0302 24.9213 -0.0113 0.0078 -0.0239
O 10.1632 13.6516 26.7538 0.0029 -0.0047 -0.0075
O 18.6239 -2.8152 22.3217 0.0048 0.001 -0.0231
O 21.8221 5.4036 32.8573 0.0109 0.0146 0.0295
O 27.7584 5.8514 21.2492 -0.0086 -0.0004 -0.0254
O 1.4032 43.4296 25.709 0.0111 0.0124 -0.0226
O 14.9467 4.0982 26.2094 -0.0007 0.0257 -0.0153
O 20.8629 29.2277 28.8594 -0.0031 0.0121 0.0082
O -6.744 11.0731 25.5142 -0.0046 0.0003 -0.0257
O 2.417 12.5049 24.0585 -0.0145 0.0164 -0.0536
O 3.1599 -2.7869 20.5295 0.0084 0.0034 -0.007
O 30.3731 1.6576 24.9112 0.0029 0.0072 -0.0209
O 0.5064 9.1202 30.3591 0.0203 -0.008 0.1273
O 6.5487 7.782 31.9578 0.0378 -0.0485 0.062
O 11.342 4.8521 17.3975 0.0028 0.0026 0.007
O 2.0931 9.0785 16.2429 0.0155 -0.005 0.0172
O 2.3307 3.5346 16.3195 0.003 0.0054 0.057
O -4.7235 10.1939 22.4626 -0.0222 0.0243 -0.0397
O 16.0573 21.335 27.8836 -0.0017 0.0116 -0.0175
O 7.4254 8.5688 17.626 -0.0054 0.0038 0.0318
O 27.9275 -2.3914 24.4294 0.0113 0.0196 -0.055
O 6.8721 11.0059 25.9969 0.0073 -0.0079 -0.0118
O 10.892 24.4344 24.2615 0.0435 -0.0082 -0.0648
O 17.083 20.3248 19.9428 0.0141 0.0025 -0.0203
O -0.4902 4.8174 28.3906 0.003 0.0041 -0.0048
O 0.3604 -2.4252 25.2752 -0.0015 -0.0102 -0.0204
O 0.7716 -9.2527 21.9641 0.0063 -0.0057 -0.0357
O 2.6908 -4.6809 26.7999 0.013 -0.0087 -0.0269
O 4.4574 -9.069 18.4665 -0.0173 -0.0014 0.0211
O 30.5548 -6.5655 17.0829 0.0082 -0.0008 0.0307
O 19.1218 25.0699 28.4649 -0.017 0.0004 0.0007
O 14.8173 8.187 27.9915 0.0015 -0.0111 0.0079
O 12.8173 6.4496 22.1904 0.011 0.0106 -0.0426
O 13.455 5.6374 32.2764 0.0032 0.0086 0.0323
O 20.5884 7.1405 23.6978 -0.0188 -0.0026 -0.0475
O 2.8367 11.3028 32.341 -0.0141 0.0021 0.0476
O 6.7448 -0.5204 31.4119 0.0318 0.013 0.0407
O 14.9255 -8.2349 20.912 -0.0032 0.0021 -0.0056
O 8.2556 10.0441 24.0016 -0.0019 -0.0231 -0.0567
O 24.3407 -7.8924 32.7959 -0.0123 -0.0142 0.0383
O 6.7251 -8.2668 17.2965 -0.0366 -0.0202 0.0108

Results
free energy: -139738.638 eV
free energy less fixed offsets of O -570.45, Si -639.56 eV per atom: -0.638 eV

The program warned: the cutoff lies below the one the program advises for these potential files; the forces do not sum to zero within the program's tolerance; empty levels may hold ghost states of the PAW files; the exchange-correlation potential is rough where the density is thin.
